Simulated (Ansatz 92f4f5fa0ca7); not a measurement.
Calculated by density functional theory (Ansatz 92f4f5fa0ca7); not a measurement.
Periodic cell of 192 atoms, Si128O64, from a study of silicon, its oxide and their interface. The atomic structure is a simulated model.

Settings
functional: r2SCAN
potential files: Ansatz norm-conserving
basis: plane waves
wave-function cutoff: 1300 eV
density cutoff ratio: 4
exchange-correlation grid ratio: 1
k mesh: 2 x 2 x 1, shifted by 0.5 0.5 0.5 of a step
self-consistency stop: 5e-08 eV per atom in the density residual
occupations: Fermi-Dirac, 0.05 eV
spin: none
net charge: 0

Cell vectors (angstrom)
a  10.888  0  0
b  0  10.888  0
c  0  0  28.5667

Atoms and the computed forces on them: element, x, y, z (angstrom), force x, y, z (eV/angstrom)
Si  0.2358  -0.0601  -0.0968  -0.1073  0.0237  -0.0337
Si  2.7484  2.6986  0.4187  -0.0173  -0.0123  0.0595
Si  0.6694  5.0016  -0.0896  0.0155  -0.0062  0.0844
Si  2.3651  8.4664  -0.0919  -0.0046  0.041  0.0529
Si  4.8962  0.5174  0.0785  -0.0146  0.0333  0.0465
Si  7.8308  2.832  0.1468  -0.0278  0.0043  0.0527
Si  5.6227  4.9789  0.206  -0.0188  0.0066  0.0241
Si  8.5992  8.3683  -0.555  -0.0211  -0.0312  0.0701
Si  1.3017  1.2905  1.4918  0.0461  -0.0005  0.0175
Si  4.1217  4.0222  1.6755  0.0186  -0.0009  -0.0222
Si  1.4108  6.7829  1.3004  0.011  -0.0014  0.0244
Si  3.9508  9.6  1.2772  0.0199  -0.0461  -0.0079
Si  6.6109  1.3943  1.4782  -0.0049  0.0142  0.0046
Si  9.6094  4.0687  1.1432  0.0136  0.031  -0.0069
Si  6.7845  6.6251  1.356  -0.0157  0.0068  0.0475
Si  9.5911  9.579  1.1981  -0.0087  -0.035  -0.0199
Si  -0.0864  2.7262  2.6962  0.0424  0.0018  -0.0026
Si  2.6757  -0.0604  2.8144  -0.0171  0.0442  0.0196
Si  -0.0387  8.1216  2.6287  0.0188  0.0205  0.01
Si  2.7523  5.5365  2.7926  0.0111  -0.0183  -0.02
Si  5.4363  2.6765  2.9996  -0.0102  0.0068  0.0251
Si  8.1206  -0.0335  2.6031  -0.0052  0.0111  -0.0007
Si  5.4217  8.1805  2.5731  0.0014  -0.008  -0.0031
Si  8.2767  5.3918  2.6834  -0.0439  -0.009  -0.0117
Si  1.3331  4.0965  4.0479  0.0004  -0.011  -0.0176
Si  4.023  1.2947  4.2087  0.0155  0.0021  0.0022
Si  1.3014  9.4536  4.0864  0.0188  -0.0293  -0.0036
Si  4.1292  6.8764  4.0915  0.0129  -0.0025  0.0226
Si  6.8912  4.0931  4.1381  -0.0191  -0.0016  -0.004
Si  9.4608  1.3377  4.0358  -0.003  -0.0181  -0.0003
Si  6.7894  9.4969  4.0008  -0.0231  0.0027  0.0034
Si  9.5357  6.7957  4.0689  -0.0014  0.015  -0.0217
Si  -0.0407  -0.0153  5.4064  0.0045  0.0029  0.0026
Si  2.6719  2.7364  5.4602  0.0057  -0.004  0.015
Si  0.0042  5.4443  5.4445  0.0114  0.0061  -0.0065
Si  2.7189  8.169  5.4616  0.0038  0.0144  -0.0009
Si  5.4574  -0.0567  5.4597  -0.0034  0.0156  -0.0011
Si  8.1857  2.694  5.4828  -0.0121  0.0197  -0.0047
Si  5.4835  5.4798  5.4335  0.0101  -0.0059  0.0123
Si  8.1505  8.1599  5.4036  -0.0047  -0.0088  0.0105
Si  1.319  1.3519  6.7919  -0.0104  0.008  -0.0044
Si  4.0902  4.1008  6.7772  -0.0003  -0.0054  0.0005
Si  1.3705  6.7945  6.8078  0.0186  -0.0202  0.0001
Si  4.0768  9.5193  6.8318  0.0044  -0.0031  -0.0116
Si  6.8009  1.3398  6.8108  -0.0199  -0.0059  0.0007
Si  9.5432  4.0781  6.8193  -0.0016  -0.0117  -0.0068
Si  6.8191  6.8223  6.8127  -0.0024  -0.0042  0.0039
Si  9.5065  9.523  6.7905  -0.003  0.0076  0.0056
Si  -0.0009  2.7121  8.1785  0.0136  0.0014  0.0093
Si  2.7065  0.0163  8.1623  0.0295  0.0062  -0.0009
Si  0.0011  8.1629  8.1569  0.0023  0.0039  -0.0037
Si  2.7396  5.4525  8.1628  -0.0017  0.0139  -0.0032
Si  5.4411  2.7236  8.1486  0.0077  -0.0076  0.0025
Si  8.1694  0.0027  8.1751  0.0029  -0.0096  -0.001
Si  5.4561  8.1734  8.1744  -0.0164  -0.0104  0.0064
Si  8.1725  5.4486  8.1686  -0.0158  0.003  0.0065
Si  1.3733  4.0843  9.5057  0.0289  -0.0164  0.0023
Si  4.0771  1.376  9.5216  -0.02  0.0324  -0.0015
Si  1.3618  9.5292  9.5281  -0.0139  -0.0077  0.0035
Si  4.1026  6.8165  9.5226  -0.0007  -0.0162  0.0075
Si  6.8106  4.0762  9.5215  -0.0181  0.0019  0.0052
Si  9.5242  1.3668  9.5462  -0.0108  0.0125  0.0017
Si  6.8092  9.5402  9.5335  -0.0031  0.0197  0.0018
Si  9.5302  6.8096  9.5354  0.0088  -0.0091  -0.0045
Si  -0.01  -0.0085  10.8967  0.0082  0.0068  -0.0059
Si  2.7356  2.7578  10.8804  -0.0114  0.013  -0.0088
Si  0.0071  5.4227  10.874  -0.0226  -0.0109  -0.008
Si  2.7632  8.1902  10.8861  0.0312  -0.0106  0.0023
Si  5.4535  0.0268  10.884  0.003  -0.0138  0.0006
Si  8.1793  2.7436  10.9146  0.0155  0.0084  -0.0061
Si  5.4488  5.4452  10.8737  -0.0071  -0.0074  -0.0028
Si  8.17  8.1869  10.8938  0.0049  0.0001  -0.0176
Si  1.3647  1.3893  12.1991  0.007  0.005  0.0093
Si  4.0803  4.1255  12.2578  -0.0021  -0.0073  -0.0118
Si  1.3899  6.7905  12.1777  0.0153  -0.0303  -0.0101
Si  4.1387  9.5469  12.2718  0.0064  -0.0174  -0.0123
Si  6.796  1.3955  12.2568  0.0069  0.0428  -0.001
Si  9.5534  4.0906  12.3035  0.0039  0.0163  -0.0217
Si  6.8219  6.7921  12.2197  -0.02  -0.0171  0.0009
Si  9.5028  9.5455  12.2893  -0.0059  -0.0077  -0.0077
Si  0.0124  2.6577  13.643  -0.0103  0.0211  -0.0001
Si  2.755  0.086  13.5487  0.0396  -0.0079  0.0206
Si  0.053  8.1288  13.5258  0.0008  -0.0032  -0.0011
Si  2.6925  5.4699  13.6187  -0.0111  0.0008  -0.0108
Si  5.4766  2.8075  13.6069  -0.0416  -0.0193  0.0219
Si  8.1108  0.0391  13.6616  -0.0105  -0.0024  0.0267
Si  5.5001  8.1269  13.6138  -0.0213  0.0204  0.0093
Si  8.2045  5.5241  13.6354  0.0114  -0.0079  -0.0226
Si  1.3191  4.0823  14.9792  -0.0234  -0.0324  0.0428
Si  4.0258  1.5119  14.9381  -0.0057  0.0094  -0.0167
Si  1.3572  9.5949  14.7881  -0.0169  -0.007  0.0027
Si  4.0335  6.8657  14.9689  -0.0352  0.0104  -0.0191
Si  6.8627  4.1654  14.9968  0.0272  0.0189  0.0292
Si  9.5132  1.3409  15.0618  0.045  -0.0016  -0.0254
Si  6.9181  9.3956  15.026  0.0376  -0.0457  -0.029
Si  9.6153  6.8616  15.0038  -0.0492  -0.0011  0.0227
Si  -0.3063  -0.45  16.1846  -0.0629  0.05  -0.0498
Si  2.9695  3.0727  16.3066  -0.01  -0.0291  -0.0249
Si  -0.2626  5.1763  16.2808  -0.017  -0.0175  -0.1021
Si  2.7803  8.4466  16.2073  0.0112  0.018  -0.038
Si  5.376  -0.6862  16.5679  -0.0256  -0.0475  -0.0643
Si  8.3807  2.971  16.3508  0.025  0.0281  -0.0896
Si  5.2574  5.3429  16.256  0.044  -0.0042  -0.06
Si  8.8388  8.6956  16.2587  -0.0025  -0.0142  -0.0763
Si  6.3191  0.0282  23.9083  0.0059  -0.0114  -0.0151
Si  -1.1307  1.2922  26.836  0.0233  -0.0371  0.101
Si  21.9981  32.3638  19.2289  0.0358  0.0127  -0.0658
Si  -26.4673  -1.3693  26.582  -0.0021  -0.0007  0.0741
Si  -4.0261  -8.5865  19.0603  0.0072  0.0162  -0.0746
Si  8.7223  19.8334  19.3589  -0.0526  -0.0422  -0.0381
Si  -11.2315  13.4627  22.6024  -0.0108  0.0088  -0.0411
Si  -3.3068  28.3819  22.7106  -0.0123  -0.0176  -0.033
Si  -37.2635  43.0914  19.566  -0.0245  -0.0231  -0.0761
Si  -4.2552  13.8689  24.1054  0.0237  0.0562  -0.0267
Si  -13.7846  36.4048  21.4596  -0.0032  0.0034  -0.0426
Si  -12.2399  14.6139  25.1642  -0.0181  -0.0329  0.0272
Si  -1.5332  10.8768  23.9869  -0.0134  0.0113  0.0384
Si  12.4654  6.6495  18.2934  -0.0378  -0.0166  -0.0854
Si  -17.3475  16.6534  18.9701  0.0254  -0.0075  -0.0116
Si  -39.7033  13.7378  19.1243  -0.0154  0.0364  -0.0572
Si  -0.5395  28.2504  26.1029  0.0218  -0.0183  0.0833
Si  -16.8511  18.1196  21.6712  -0.0095  -0.0033  -0.0716
Si  -33.2001  7.9651  23.4866  0.0274  -0.0187  -0.0068
Si  -10.5935  29.7164  20.5994  0.0143  0.006  -0.0601
Si  -6.7274  10.1441  21.7085  0.0021  0.018  -0.0402
Si  5.2509  27.4105  24.1034  -0.0082  -0.0007  0.0192
Si  -17.4034  17.8688  26.7105  -0.0378  0.0093  0.0803
Si  12.883  1.3418  21.0996  -0.0099  -0.0237  -0.0376
O  -16.2855  8.1183  -1.6367  -0.0118  0.0149  -0.0471
O  -14.4358  25.3098  -8.5738  0.0174  0.0107  0.044
O  -5.8922  -10.1004  -12.519  -0.0303  0.0007  0.0108
O  -4.8063  9.7577  -3.5652  -0.0062  0.0167  -0.0359
O  8.882  18.3066  -5.4312  0.0042  0.0042  0.0242
O  -3.1685  9.3988  -1.4553  -0.058  0.0192  -0.0293
O  1.7742  36.4637  -0.3665  -0.0189  -0.0017  -0.0087
O  -1.3878  24.8967  -7.091  0.0185  -0.0145  0.0154
O  4.2062  4.3331  -8.9138  -0.0099  -0.0033  0.0029
O  -34.1978  0.3786  -3.0082  -0.0257  -0.0038  -0.0728
O  -13.926  32.4998  -5.1558  -0.002  -0.0007  -0.0154
O  -14.75  13.8842  -6.0366  -0.0032  -0.0103  0.0205
O  2.9748  29.4563  -1.4067  0.0585  -0.0173  -0.0597
O  11.3349  5.7219  -10.9319  0.0427  0.0269  0.0722
O  0.0616  18.0653  -3.795  -0.0012  0.0196  -0.0286
O  8.0102  14.1383  -3.6542  0.0262  -0.0073  0.0347
O  -6.326  16.876  22.6635  0.0046  0.0015  0.0179
O  4.3625  -4.4656  25.1973  -0.0079  -0.0074  -0.0187
O  -9.5928  -1.261  27.9456  -0.0016  -0.0142  -0.0086
O  -23.1543  10.3735  19.3891  -0.0095  0.0152  0.0152
O  -6.8906  31.1374  16.8212  0.0074  0.0359  0.0254
O  11.4586  -5.1386  27.0248  -0.0222  0.0137  -0.0873
O  -12.39  5.2539  25.6548  -0.0106  -0.0017  -0.0306
O  -2.3076  30.143  17.8525  0.0048  0.0068  0.1078
O  -9.992  9.3082  19.9673  0.0057  -0.0094  0.0391
O  -0.8191  1.1327  23.1264  0.0001  -0.0091  0.0021
O  7.7292  2.331  17.6967  -0.0114  -0.022  0.0887
O  8.0187  -16.459  21.8273  0.0016  0.0157  0.0231
O  0.866  22.7252  19.9992  0.03  0.018  0.0063
O  6.7277  25.7005  28.1146  0.0216  0.0082  -0.0413
O  -16.4843  13.1806  18.6593  0.0109  0.0052  0.0277
O  11.3306  10.7472  17.6336  0.0523  0.0024  0.1067
O  -17.5868  15.0247  16.4336  0.0211  0.008  0.0364
O  -6.8679  -13.2297  21.9878  -0.0074  0.0013  0.01
O  -17.0735  6.8441  20.1207  0.012  0.0292  0.0315
O  -5.402  10.7886  27.2662  0.0229  -0.0188  -0.0545
O  -12.1788  18.485  26.9874  0.0119  0.0009  -0.004
O  -27.4335  32.5263  22.7463  0.0102  0.0049  0.0163
O  2.7315  21.8214  21.7919  0.0099  -0.0137  0.0076
O  -14.7281  11.8183  19.9012  0.0072  0.0127  0.0409
O  6.1188  12.4  24.521  -0.0101  -0.012  0.0082
O  5.5814  -15.96  17.8115  -0.0055  -0.0058  0.0352
O  1.1867  13.2354  22.0979  -0.0073  0.0216  0.017
O  7.6414  7.257  28.6729  0.0585  0.0221  -0.0447
O  -4.3777  29.2932  21.9017  0.0159  0.0012  0.0105
O  -31.5132  17.6915  19.8432  -0.0188  0.0083  0.0462
O  10.2702  13.6363  26.2557  -0.0072  0.0297  -0.0555
O  -0.6765  20.4185  23.8187  -0.0031  -0.0068  -0.0189
O  -15.65  10.3398  17.9725  0.0376  0.0262  0.0783
O  -21.339  29.5636  22.1976  0.0018  -0.0081  0.0402
O  -23.0697  -13.8905  20.2246  -0.0169  0.003  0.018
O  -29.8887  2.6852  17.8991  0.0072  -0.0191  0.0347
O  -22.2163  68.9759  23.8203  -0.0062  0.0046  0.0043
O  12.632  29.785  17.4173  -0.0243  0.0142  0.0141
O  -1.3868  14.9817  16.7847  0.0103  0.0143  0.0232
O  -2.4925  34.3902  27.633  0.019  -0.0433  -0.0676
O  3.0395  6.0199  18.1959  0.0122  -0.0185  0.0232
O  -3.6198  20.1023  19.9877  0.0123  -0.0022  0.0488
O  -14.9854  6.1704  24.0646  0.0249  -0.0071  0.0039
O  4.7379  5.6931  27.6066  -0.0166  -0.0161  -0.041
O  4.8308  10.3149  20.2397  -0.0145  0.0007  0.0228
O  -18.5606  12.9982  20.3952  -0.0035  -0.0136  0.0205
O  -28.8694  12.5612  28.1822  0.0411  -0.0131  -0.0405
O  -27.2385  4.0422  24.3853  -0.0071  -0.011  0.0078

Results
free energy: -44812.605 eV
free energy less fixed offsets of O -463.61, Si -117.95 eV per atom: -43.965 eV
pressure: -0.05 GPa
stress xx, yy, zz, yz, xz, xy (GPa, positive in tension): 0.46, -0.28, -0.03, 0.29, 0.21, -0.77
